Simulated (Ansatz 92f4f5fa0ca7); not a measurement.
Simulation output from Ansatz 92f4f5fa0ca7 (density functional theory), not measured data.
Periodic cell of 237 atoms, Si145O90P2, from a study of silicon, its oxide and their interface. The atomic structure is a simulated model.
Doubt: the cutoff is far below the 930 eV that the study's wrapper takes by default for these files, so forces and energies are approximate.

Settings: functional PBE; potential files Ansatz PAW; basis plane waves; wave-function cutoff 580 eV; density cutoff ratio 5; exchange-correlation grid ratio 1; k mesh 1 x 1 x 1, Gamma-centred; self-consistency stop 5e-08 eV per atom in the density residual; occupations fixed; spin none; net charge 0.

Cell vectors (angstrom)
a 11.6015 0 0
b 0 10.938 0
c 0 0 32.0622

Atoms and the computed forces on them: element, x, y, z (angstrom), force x, y, z (eV/angstrom)
Si -0.1947 -0.0645 23.2714 -0.0023 0.0167 0.0166
Si 3.6704 0.2003 23.1047 0.007 0.0117 0.0197
Si 7.5541 -0.1357 23.4449 -0.0082 0.0208 0.0063
Si 1.688 1.3765 23.4133 -0.003 -0.0233 -0.0001
Si 5.7346 1.4052 23.1892 -0.0028 -0.0243 0.0056
Si 9.4433 1.2293 23.3602 0.0068 -0.0116 0.0165
Si 0.1621 5.3131 23.4587 -0.0148 0.0132 0.0022
Si 4.1222 5.2971 23.391 0.0107 0.0089 0.0038
Si 8.0341 5.6088 23.5423 -0.0055 0.0023 0.0084
Si 2.1591 6.5847 23.3688 -0.005 -0.005 0.0129
Si 5.9678 6.7693 23.4765 -0.0008 -0.0139 0.0019
Si 10.0105 6.8685 23.5938 0.0119 -0.0081 0.008
Si 1.9033 2.6667 25.3794 0.0039 0.0012 -0.0063
Si 5.8305 2.6554 25.255 0.0078 -0.0056 -0.018
Si 9.6301 2.688 25.2621 -0.0016 -0.0114 -0.0109
Si 11.5975 4.0064 25.3856 0.0013 0.0088 0.0024
Si 3.8932 3.9729 25.3187 -0.0052 0.0081 0.0077
Si 7.7417 4.0924 25.3404 0.0013 0.0157 0.0188
Si 1.9729 8.1498 25.1938 0.0027 -0.002 0.0021
Si 5.7749 8.1687 25.361 -0.003 -0.0024 0.0102
Si 9.7113 8.266 25.4255 -0.0076 -0.0076 0.014
Si 11.6398 9.5619 25.262 -0.0018 0.0076 -0.0145
Si 3.8643 9.5874 25.0751 0.0084 0.0068 -0.0238
Si 7.6895 9.5214 25.4069 0.0072 0.0011 -0.0043
Si 11.6517 -0.0088 27.2049 -0.0125 -0.0047 -0.0031
Si 3.902 -0.0543 27.1227 0.0039 0.0026 -0.0201
Si 7.7588 -0.0155 27.2851 0.0067 -0.0184 0.0079
Si 1.9869 1.3128 27.2762 0.0034 0.0046 0.011
Si 5.8288 1.322 27.2061 -0.0079 -0.0025 -0.0101
Si 9.6958 1.332 27.2078 0.0016 -0.0033 -0.0108
Si 11.5928 5.4712 27.2373 0.0015 0 0.0073
Si 3.847 5.4211 27.2131 -0.0069 0.0034 0.01
Si 7.7125 5.4623 27.2639 0.002 -0.0055 0.0109
Si 1.9384 6.826 27.1801 -0.0034 -0.0107 -0.0137
Si 5.7591 6.7997 27.2709 0.0108 -0.002 0.009
Si 9.6557 6.8178 27.2807 -0.0145 0.0018 0.0064
Si 1.9479 2.7226 29.1752 -0.0497 0.0059 -0.0271
Si 5.7914 2.7108 29.1387 0.0056 0.0019 0.042
Si 9.6825 2.7252 29.1411 -0.0162 -0.0005 0.0338
Si 0.0134 4.0971 29.1643 0.0026 -0.0172 -0.0081
Si 3.8647 4.0875 29.1674 0.036 0.0156 -0.0096
Si 7.7293 4.0779 29.1766 0.0216 -0.0212 -0.0378
Si 1.9426 8.1858 29.1339 0.0067 -0.0089 0.0227
Si 5.7895 8.1918 29.1796 0.0266 -0.0011 -0.0605
Si 9.6725 8.2057 29.1911 0.0205 -0.0195 -0.0653
Si 0.0106 9.5604 29.1449 0.0026 0.0173 0.0489
Si 3.8736 9.5644 29.1154 -0.031 0.0448 0.1012
Si 7.7333 9.5459 29.1952 -0.0261 0.0076 -0.0322
Si 0 0 31.0965 0.0323 -0.0089 -0.1077
Si 3.8672 0 31.0965 -0.0206 -0.0231 -0.2402
Si 7.7343 0 31.0965 -0.0396 0.0662 0.1391
Si 1.9336 1.3673 31.0965 -0.0071 -0.0865 0.1129
Si 5.8008 1.3673 31.0965 -0.0114 -0.0047 -0.1246
Si 9.6679 1.3673 31.0965 0.0139 -0.0614 -0.1026
Si 0 5.469 31.0965 0.01 -0.0313 -0.014
Si 3.8672 5.469 31.0965 0.0302 0.0331 -0.0022
Si 7.7343 5.469 31.0965 -0.0184 0.0036 0.0353
Si 1.9336 6.8362 31.0965 -0.0102 0.0037 -0.1143
Si 5.8008 6.8362 31.0965 -0.0431 -0.0806 0.129
Si 9.6679 6.8362 31.0965 0.0618 -0.1639 0.1549
Si 1.9336 2.7345 0.9679 0.008 0.0091 0.1223
Si 5.8008 2.7345 0.9679 -0.0093 0.005 -0.1633
Si 9.6679 2.7345 0.9679 -0.0089 0.0549 0.0344
Si 0 4.1018 0.9679 -0.1004 -0.0144 -0.1555
Si 3.8672 4.1018 0.9679 -0.0004 -0.0023 0.0645
Si 7.7343 4.1018 0.9679 0.0662 0.0485 0.1777
Si 1.9336 8.2035 0.9679 0.0515 0.0269 -0.1223
Si 5.8008 8.2035 0.9679 -0.0429 0.1138 -0.1534
Si 9.6679 8.2035 0.9679 -0.0828 0.0509 0.1996
Si 0 9.5708 0.9679 -0.067 0.0453 0.1317
Si 3.8672 9.5708 0.9679 -0.0973 -0.084 0.0447
Si 7.7343 9.5708 0.9679 0.0917 -0.0858 0
Si 11.583 0.0154 2.9193 0.0486 0.0207 0.0904
Si 3.841 0.0081 2.9175 0.0575 0.0239 -0.1254
Si 7.7488 -0.0123 2.9013 -0.0106 0.0239 0.0725
Si 1.9101 1.3908 2.9253 0.0463 -0.0187 0.0007
Si 5.8116 1.3241 2.8456 -0.1876 -0.048 0.1196
Si 9.6425 1.3838 2.9183 -0.0067 -0.0131 0.0114
Si 11.5589 5.4998 2.8606 0.0387 -0.0364 0.0003
Si 3.8641 5.4818 2.9049 0.0167 -0.0127 -0.0073
Si 7.7217 5.514 2.9051 -0.0174 -0.1488 0.105
Si 1.9089 6.8097 2.8707 -0.0231 0.0317 0.0096
Si 5.794 6.8429 2.8772 0.0232 0.0444 0.0227
Si 9.6564 6.8686 2.9547 -0.0133 0.3759 0.0977
Si 1.8603 2.8397 4.818 -0.0933 -0.0282 -0.0505
Si 5.7612 2.6707 4.7578 0.1949 -0.1719 -0.2133
Si 9.5573 2.798 4.8369 -0.0722 -0.0104 -0.0589
Si 11.4793 4.1523 4.7655 0.2162 -0.0029 0.2344
Si 3.8667 4.0769 4.8088 0.06 -0.0169 0.0388
Si 7.6204 4.1388 4.8448 -0.4947 0.118 0.3409
Si 1.9026 8.1476 4.7976 -0.0638 -0.0115 0.0889
Si 5.8187 8.2446 4.7674 0.0802 -0.0122 0.0654
Si 9.6937 8.2793 4.9312 0.2271 -0.0746 -0.0498
Si 11.6441 9.636 4.9076 -0.0612 0.0523 -0.1185
Si 3.8287 9.4768 4.7951 0.03 0.0101 -0.0306
Si 7.7409 9.6495 4.9061 0.0257 -0.1153 -0.1108
Si 11.601 0.2637 6.7573 0.0382 0.0046 0.0589
Si 3.7374 -0.0639 6.6575 0.1007 -0.0443 0.0724
Si 7.7186 0.0288 6.9071 0.0288 -0.0312 0.019
Si 2.0507 1.5117 6.7409 -0.0727 0.0438 0.0231
Si 5.7019 1.2377 6.6422 -0.0488 -0.0183 -0.0203
Si 9.6317 1.5274 6.8203 0.0637 0.0103 0.067
Si 11.4958 5.5685 6.6592 0.2532 0.0985 -0.1433
Si 3.9217 5.3755 6.7871 -0.0501 0.3607 0.0864
P 7.5922 5.5967 6.7302 -0.1872 -0.327 -0.7698
Si 1.9551 6.6791 6.659 -0.1521 -0.2517 -0.1346
Si 5.7376 6.8974 6.6888 -0.0206 -0.1233 0.072
P 9.8317 7.1039 6.9836 -0.2583 0.0236 0.7117
O 10.3156 7.9761 8.3317 0.3422 0.6129 0.2159
O 7.7199 9.8374 8.1684 -0.0636 0.0687 0.0101
O 7.2891 4.7631 8.124 -0.0648 -0.0939 -0.0897
O 3.3465 10.3388 8.2092 -0.0332 -0.0177 -0.0023
O 2.0172 7.5848 8.0354 0.0162 0.0099 0.0372
O 3.9806 4.5637 8.2596 0.009 -0.0488 -0.0265
O 9.7747 2.492 8.1874 -0.0334 -0.0437 -0.0225
O 2.6034 2.3208 8.1274 0.0306 -0.0205 -0.0498
O 11.3644 4.641 8.0307 -0.0835 -0.0246 0.0452
O 5.3545 2.3524 7.8222 0.0141 0.0146 0.0445
O 5.8535 7.8887 8.038 0.1663 -0.0666 0.016
O 11.3502 10.4362 8.1968 0.0123 0.0647 0.0301
O 11.2727 10.084 21.7944 0.0013 -0.0134 -0.0207
O 3.2325 10.7137 21.5256 0.0016 -0.0047 -0.0247
O 5.7768 7.7734 22.1578 0.0014 0.0076 -0.011
O 4.222 4.4515 21.9398 -0.0012 -0.0054 -0.0152
O 7.6853 9.685 22.1865 -0.002 -0.0139 -0.0143
O 10.3257 7.6648 22.1714 -0.0004 0.0079 -0.019
O 1.618 2.3975 22.1046 0 0.0081 -0.009
O 5.943 2.4379 21.879 -0.0008 0.014 -0.015
O 8.4442 4.7008 22.2085 -0.0017 0.0022 -0.014
O -0.0693 4.4475 22.0369 0.0037 -0.0081 -0.0141
O 2.3341 7.3815 21.9293 0.0012 -0.0045 -0.0128
O 9.1259 1.882 21.8632 0.0015 0.0053 -0.0266
Si 1.9792 7.8241 9.622 0.0418 0.0075 -0.1127
Si 5.0379 0.5849 17.6797 -0.0035 0.0022 0.0186
Si 2.492 5.4282 14.0039 -0.0038 0.0054 -0.0083
Si 10.5858 3.8642 14.031 0.0036 0.0088 -0.0248
Si 8.2883 2.3936 15.2488 0.0054 -0.0002 0.0024
Si 9.5479 2.2437 20.3371 0.0044 0.0025 0.0314
Si 10.4872 3.708 9.0335 0.1132 -0.0483 -0.079
Si 0.0417 2.3391 11.5324 -0.002 0.0075 -0.0683
Si 11.0279 8.1485 15.3882 -0.0015 -0.0026 -0.004
Si 5.1625 6.9392 13.9834 -0.0063 0.0038 0.0017
Si 5.7624 2.6166 11.11 -0.059 -0.0273 -0.035
Si 8.5814 7.6685 19.3845 0.0013 -0.005 0.0278
Si 8.119 4.8455 20.6234 -0.0028 -0.0043 0.0175
Si 5.9218 9.5904 15.1957 -0.0028 0.0059 -0.0057
Si 2.1152 7.6416 20.3425 -0.0045 0.0067 0.0163
Si 1.9276 4.8958 18.7849 0.0022 -0.0012 0.0218
Si 4.4949 3.4435 18.0089 -0.0047 -0.0046 0.0211
Si 8.505 8.9305 16.8128 0.0006 -0.001 0.0147
Si 0.8387 9.5072 13.3101 -0.0101 0.0179 -0.0169
Si 9.9273 10.6778 11.7349 0.0242 0.0183 -0.0028
Si 5.351 3.7057 21.0119 0.0078 -0.0043 0.029
Si 0.5935 5.5268 16.25 0.0022 -0.0038 0.008
Si 10.9309 9.245 9.1998 -0.0115 -0.1023 -0.3158
Si 6.5694 8.897 21.2855 -0.0042 0.0066 0.024
Si 7.1094 7.1064 11.4754 -0.0422 0.0325 0.079
Si 2.6786 0.7462 12.1711 -0.002 0.0123 -0.0647
Si 10.8921 8.6808 21.0355 0.0046 0.0095 0.0268
Si 6.0352 4.3227 15.6206 -0.0037 0.0007 0.0097
Si 7.0919 0.4908 12.9716 0.0064 -0.0048 -0.0267
Si 4.0514 2.9565 8.5973 -0.0432 -0.0177 -0.0472
Si 0.8855 6.7698 11.8964 0.0125 0.0107 -0.002
Si 6.5935 8.9866 9.0157 -0.045 0.0963 -0.0116
Si 0.6672 3.2877 21.139 -0.0054 -0.0041 0.0206
Si 9.8117 6.5258 12.8757 0.0085 -0.0123 -0.005
Si 7.6745 4.5585 9.7159 0.116 0.1017 -0.1961
Si 3.9907 10.074 20.2149 0.0011 -0.0019 0.0314
Si 4.2677 3.0467 13.5079 -0.0052 0.0003 -0.0112
Si 3.8983 9.9997 9.7135 -0.0345 -0.0068 -0.0641
Si 8.0605 0.7881 18.0223 0.0037 0.0036 0.0231
O 11.542 3.2221 12.8888 -0.0041 0.0089 0.0269
O 9.2992 4.5455 9.7921 -0.0474 -0.0483 0.0816
O 8.8052 3.604 19.8511 -0.0007 0.0005 -0.0108
O 4.0444 -0.0594 18.8047 0.0057 0.0041 -0.0196
O 11.3417 4.5324 15.3003 -0.0009 -0.0027 -0.0035
O 9.916 9.808 10.3447 -0.0177 -0.0663 0.0029
O 3.7659 1.5522 13.0893 0.0036 0.0151 0.0265
O 0.6583 9.0855 14.8761 0.0017 -0.0095 0.0051
O 6.4775 0.9911 18.3629 0.0016 0.0001 -0.0094
O 4.7605 3.1676 19.5996 -0.0039 -0.0009 -0.0214
O 6.2645 1.1828 11.7344 0.0209 0.0226 0.0041
O 0.7133 8.8115 9.9303 0.0437 0.0402 0.0907
O 5.6435 4.3124 17.215 0.006 0.0038 -0.0124
O 8.4419 7.189 12.3779 -0.0281 -0.0058 -0.0134
O 4.4106 2.6192 10.1591 0.0206 0.0018 0.0393
O 2.0774 5.6533 15.5621 0.0015 0.0001 -0.0012
O 3.4127 0.0401 10.9037 0.0118 -0.019 0.0365
O 5.8892 7.2334 12.5466 0.033 -0.0177 -0.0183
O 2.3062 6.3534 19.3841 0.0004 -0.0027 -0.0123
O 0.6577 4.9491 17.7669 -0.003 0.003 -0.0166
O 8.4239 10.6986 12.3631 -0.0062 -0.0036 0.0054
O 5.5152 10.0693 9.5883 0.0423 -0.0387 -0.0193
O 0.6003 8.2028 20.1945 0.0038 -0.0055 -0.0108
O 9.7723 2.6154 14.6596 -0.0052 -0.0019 0.003
O 1.9988 10.6259 13.1992 0.0014 -0.0065 0.0164
O 9.9471 9.1114 16.1019 0.0049 0.003 -0.0006
O 6.1504 10.355 13.7654 0.0026 0.0001 0.0087
O 7.4691 1.5954 14.1001 -0.0025 0.0048 0.011
O 1.643 3.9185 20.0294 0.005 0.0046 -0.0151
O 5.8956 5.7887 14.9054 0.0003 -0.0009 0.0035
O 7.3429 8.9471 15.6854 -0.0023 0.0023 -0.0041
O 1.5179 1.6754 11.523 0.0192 -0.0186 0.0202
O 7.1893 8.2768 10.349 0.0196 0.0193 -0.0512
O 4.3157 1.9901 17.2747 0.0007 -0.0002 -0.0094
O 7.0406 3.1668 10.2616 0.0011 0.0728 -0.1024
O 11.5482 7.0109 16.4177 -0.0014 0.0036 -0.0063
O 8.2787 10.146 17.8343 0.0016 -0.0008 -0.0157
O 3.3856 8.4942 10.0865 0.0172 0.0185 0.0313
O 7.5863 3.8432 15.5031 -0.0009 -0.0025 -0.0064
O 3.1424 4.3136 17.8946 0.0028 0.0002 -0.0095
O 2.9105 3.9033 13.6758 0.0041 -0.0028 0.0005
O 1.3469 8.2182 12.4715 -0.0037 -0.0094 0.0269
O 1.2072 5.6845 13.049 0.0029 0.0022 0.0124
O 4.977 8.3067 14.8588 -0.0028 0.0017 0.0058
O 11.1699 2.3906 20.3309 -0.0003 0.0005 -0.0106
O 10.985 10.0264 12.7846 0.0057 -0.0151 0.0021
O 5.3084 3.5843 12.3537 0.0222 0.0104 0.0024
O 5.0853 3.1931 14.9038 -0.0026 -0.0015 -0.0011
O 6.4877 4.8012 20.5566 -0.0009 0.0004 -0.012
O 8.4163 1.5743 16.6446 0.0045 0.0095 -0.0154
O 10.414 1.267 11.4474 -0.0017 -0.0102 0.0055
O 10.8822 6.6577 11.6421 0.0025 0.0047 0.0079
O 3.2591 8.6779 19.8463 -0.0009 -0.001 -0.011
O 1.7127 6.479 10.5155 -0.0012 0.0016 0.0346
O 7.1656 8.1964 19.9649 0.0044 -0.0015 -0.0112
O 8.4962 7.5889 17.7524 -0.0003 0.0019 -0.0173
O 3.6728 6.444 13.593 0.004 0.0024 0.001
O 9.6036 4.9704 13.3238 -0.0034 0.0105 -0.0025
O 5.5235 9.9962 20.7433 -0.0015 -0.0056 -0.0124
O 10.3308 7.3934 14.1344 0.0023 0.0003 -0.0001
O 8.7826 6.1639 19.9583 0.0001 0.004 -0.0097
O 7.0333 5.7122 10.648 -0.0315 -0.0704 -0.0492
O 5.2665 10.5487 16.3667 0.0039 -0.0047 -0.0124
O 9.0511 1.1475 19.2549 -0.0069 -0.008 -0.0222
O 11.5359 3.2209 10.1698 -0.0395 0.0084 0.0354
O 9.7409 8.7085 19.8819 -0.0082 -0.0031 -0.0163

Results
free energy: -144870.410 eV
free energy less fixed offsets of O -568.88, P -755.39, Si -635.61 eV per atom: 3.020 eV

The program warned: the cutoff lies below the one the program advises for these potential files; the exchange-correlation potential is rough where the density is thin.
